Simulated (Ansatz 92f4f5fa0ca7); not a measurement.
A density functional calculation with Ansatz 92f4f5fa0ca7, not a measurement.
Periodic cell of 222 atoms, Si131O89As2, from a study of silicon, its oxide and their interface. The atomic structure is a simulated model.
Doubt: the cutoff is far below the 930 eV that the study's wrapper takes by default for these files, so forces and energies are approximate.

Settings: functional PBE; potential files Ansatz PAW; basis plane waves; wave-function cutoff 580 eV; density cutoff ratio 5; exchange-correlation grid ratio 1; k mesh 1 x 1 x 1, Gamma-centred; self-consistency stop 5e-08 eV per atom in the density residual; occupations fixed; spin none; net charge 0.

Cell vectors (angstrom)
a, 10.938, 0, 0
b, 0, 10.938, 0
c, 0, 0, 32.1988

Atoms and the computed forces on them: element, x, y, z (angstrom), force x, y, z (eV/angstrom)
Si, 10.5394, 0.2227, 24.8006, -0.1099, 0.0304, 0.0762
Si, 5.7037, 10.6591, 24.7536, -0.1585, -0.0322, -0.1336
Si, 2.4865, 2.8982, 24.6535, 0.0955, 0.0318, 0.004
Si, 8.3597, 2.5295, 24.8692, -0.0302, 0.0442, 0.004
Si, 0.2766, 5.1884, 24.7744, 0.0936, 0.1675, -0.0412
As, 5.0341, 5.8211, 24.7497, 0.4777, -0.2402, -0.2645
As, 2.9958, 7.9233, 24.4194, -0.1261, 0.3017, -0.4641
Si, 7.9294, 8.4158, 24.7591, 0.0087, -0.1756, -0.0693
Si, 1.3297, 1.3279, 25.9895, -0.0656, 0.0721, 0.0637
Si, 6.8074, 1.3007, 26.1222, 0.109, -0.0393, 0.0792
Si, 4.0684, 4.044, 26.0573, 0.0908, -0.2107, -0.0254
Si, 9.5942, 4.0963, 26.1001, 0.0279, -0.0926, 0.0564
Si, 1.4207, 6.8379, 26.0356, -0.0182, 0.0532, -0.0842
Si, 6.7876, 6.8152, 26.0927, 0.0914, -0.0887, 0.0212
Si, 4.073, 9.4871, 26.0141, 0.01, -0.1009, -0.0103
Si, 9.4801, 9.5502, 26.1339, -0.0396, 0.0899, 0.0594
Si, 2.7105, -0.0334, 27.3432, 0.1082, 0.0374, -0.0212
Si, 8.1653, -0.0223, 27.5314, 0.0151, -0.0161, 0.0583
Si, 0.0127, 2.7039, 27.4521, 0.0237, -0.043, -0.0363
Si, 5.4633, 2.712, 27.4149, -0.1932, -0.0666, 0.051
Si, 2.7566, 5.4726, 27.4391, -0.0294, 0.0028, 0.0199
Si, 8.204, 5.4563, 27.4151, 0.0378, 0.1649, -0.0184
Si, 0.0086, 8.1928, 27.3818, -0.0546, -0.1241, 0.0459
Si, 5.4282, 8.1792, 27.4673, -0.0257, 0.0333, -0.0176
Si, 4.0665, 1.3445, 28.7443, 0.0512, -0.0005, 0.0821
Si, 9.58, 1.3553, 28.8346, -0.0254, 0.002, -0.1299
Si, 1.3685, 4.1023, 28.797, -0.0021, -0.102, -0.1109
Si, 6.839, 4.0844, 28.775, 0.0083, -0.0045, 0.0253
Si, 4.0995, 6.8118, 28.8421, -0.0121, 0.0332, -0.1455
Si, 9.574, 6.8337, 28.7629, -0.0097, 0.0066, 0.072
Si, 1.3642, 9.5652, 28.7543, -0.0196, -0.0044, 0.0413
Si, 6.7861, 9.5467, 28.8505, 0.1271, 0.0157, -0.1539
Si, 0.0126, -0.0157, 30.1563, 0.0272, -0.0131, 0.0258
Si, 5.4426, 0.0111, 30.156, -0.0951, 0.0569, 0.053
Si, 2.7358, 2.7287, 30.1429, 0.034, -0.0106, 0.0005
Si, 8.2057, 2.7324, 30.1557, -0.012, 0.0017, 0.0497
Si, -0.0023, 5.4674, 30.1449, -0.0121, 0.0865, 0.0349
Si, 5.4851, 5.4493, 30.1606, 0.0028, 0.0008, 0.0308
Si, 2.7219, 8.2071, 30.1486, 0.007, 0.0074, 0.0514
Si, 8.2079, 8.1933, 30.153, 0.0321, -0.0544, 0.0175
Si, 1.3673, 1.3673, 31.515, 0.0308, -0.0154, 0.0336
Si, 6.8362, 1.3673, 31.515, -0.0399, 0.0413, -0.0224
Si, 4.1018, 4.1018, 31.515, 0.0322, -0.1408, 0.0444
Si, 9.5708, 4.1018, 31.515, -0.0177, 0.0395, 0.0068
Si, 1.3673, 6.8362, 31.515, -0.0689, 0.0301, -0.0274
Si, 6.8362, 6.8362, 31.515, 0.0982, -0.0778, 0.0971
Si, 4.1018, 9.5708, 31.515, -0.1567, -0.0139, 0.0481
Si, 9.5708, 9.5708, 31.515, 0.0102, -0.0487, 0.0538
Si, 2.7345, 0, 0.6835, 0.0587, -0.03, 0.1239
Si, 8.2035, 0, 0.6835, -0.0577, 0.0615, -0.1445
Si, 0, 2.7345, 0.6835, -0.0589, -0.007, 0.0538
Si, 5.469, 2.7345, 0.6835, 0.0874, -0.0487, 0.0094
Si, 2.7345, 5.469, 0.6835, -0.0206, 0.1941, -0.1934
Si, 8.2035, 5.469, 0.6835, 0.08, -0.068, 0.1081
Si, 0, 8.2035, 0.6835, 0.0717, -0.1282, -0.0308
Si, 5.469, 8.2035, 0.6835, -0.0494, 0.029, 0.0315
Si, 4.123, 1.3609, 2.0557, 0.0349, -0.0261, -0.0368
Si, 9.5631, 1.3576, 2.0481, 0.0027, 0.0087, 0.011
Si, 1.3695, 4.124, 2.0306, -0.0514, 0.0114, -0.025
Si, 6.8465, 4.088, 2.0572, 0.0218, -0.0448, -0.0135
Si, 4.1033, 6.8287, 2.0497, 0.0183, 0.0049, 0.011
Si, 9.579, 6.837, 2.0516, 0.0124, -0.0113, -0.0386
Si, 1.3795, 9.5503, 2.05, 0.0469, -0.0339, -0.0315
Si, 6.8278, 9.5941, 2.0434, -0.0307, 0.0205, -0.0015
Si, -0.0128, -0.0391, 3.3757, 0.0738, 0.1106, 0.0811
Si, 5.4945, 0.0128, 3.4709, -0.0675, -0.0083, -0.1002
Si, 2.7785, 2.7953, 3.3464, -0.066, -0.1413, 0.1402
Si, 8.1844, 2.6909, 3.4466, 0.0649, 0.1057, -0.0693
Si, 0.0244, 5.4805, 3.4279, -0.0527, -0.0105, -0.0273
Si, 5.4777, 5.463, 3.4005, 0.0296, 0.036, 0.0357
Si, 2.7713, 8.2077, 3.4453, -0.0641, 0.0047, -0.0775
Si, 8.2034, 8.2322, 3.365, 0.0139, -0.0686, 0.1014
Si, 1.3919, 1.3943, 4.6197, -0.0055, 0.0195, -0.1096
Si, 6.8443, 1.3512, 4.8945, 0.0003, -0.0136, 0.0843
Si, 4.153, 4.0839, 4.7939, 0.0148, 0.034, -0.0388
Si, 9.5749, 4.0851, 4.7487, -0.0042, -0.0215, 0.0245
Si, 1.4117, 6.8331, 4.8079, 0.0223, 0.019, 0.0407
Si, 6.8244, 6.8893, 4.718, 0, 0.0188, -0.0572
Si, 4.1328, 9.5794, 4.8329, 0.025, 0.0184, 0.073
Si, 9.5546, 9.5527, 4.7779, -0.0205, -0.0165, -0.0441
Si, 2.7453, 0.1176, 6.045, 0.0053, 0.0334, -0.0401
Si, 8.2103, -0.056, 6.2461, -0.0109, -0.0115, 0.0187
Si, 0.0278, 2.6749, 6.0305, 0.0052, -0.0181, -0.0309
Si, 5.473, 2.7271, 6.2741, -0.0155, -0.0157, 0.0121
Si, 2.8154, 5.4788, 6.1635, -0.0032, 0.0189, 0.0132
Si, 8.1754, 5.4862, 6.0254, 0.0075, -0.0015, -0.0306
Si, 0.0107, 8.1935, 6.1384, -0.0112, -0.024, 0.0081
Si, 5.5261, 8.2246, 6.2158, -0.0059, -0.005, -0.0349
Si, 3.83, 1.5837, 7.5863, 0.0116, -0.0334, 0.0462
Si, 9.8433, 1.1374, 7.4369, -0.008, 0.0482, 0.049
Si, 1.6282, 3.8053, 7.2931, -0.0512, 0.003, 0.0332
Si, 6.6496, 4.4179, 7.4498, 0.0286, 0.0344, 0.0753
Si, 4.4086, 6.632, 7.5252, 0.0147, 0.0078, 0.0356
Si, 9.3602, 6.9612, 7.3872, -0.0113, -0.005, 0.044
Si, 1.1414, 9.9243, 7.271, 0.0225, 0.0004, 0.0542
Si, 7.1554, 9.2367, 7.6392, -0.0166, -0.0046, 0.0619
O, 8.3025, 8.0955, 7.9042, 0.0101, 0.0093, -0.0275
O, 2.7128, 2.7471, 7.9466, 0.0243, -0.0188, -0.0221
O, 9.4921, 1.4329, 24.4206, 0.0151, -0.0419, -0.1761
O, 0.0322, 0.0254, 7.9511, 0.0004, -0.0121, -0.0342
O, 5.5292, 5.5108, 8.0126, -0.0071, -0.0169, -0.0288
O, 6.8198, 9.5363, 24.2426, 0.0142, 0.0125, -0.0469
O, 1.3921, 4.076, 24.241, 0.0125, -0.0457, -0.0886
O, 3.8697, 7.3825, 8.9167, -0.0124, -0.0003, -0.0161
O, 0.7965, 4.3834, 8.5748, 0.0161, -0.0035, -0.0149
O, 9.8093, 6.1907, 8.7826, 0.0041, 0.0033, -0.0083
O, 2.1373, 9.3874, 8.4599, -0.029, 0.0225, -0.0337
O, 7.5136, 3.9313, 8.7692, -0.0164, 0.0067, -0.0379
O, 4.2637, 0.934, 9.0521, -0.0083, 0.0127, -0.0202
O, 6.7072, 9.5762, 9.186, 0.0138, -0.0062, -0.0299
O, 9.208, 1.8562, 8.7787, 0.0022, -0.0058, -0.0142
O, 7.7008, 3.1545, 23.5109, -0.0547, 0.0744, -0.0317
O, 10.5432, 5.8542, 23.4361, 0.032, -0.0501, 0.0603
O, 5.0813, 0.4299, 23.4081, 0.0361, -0.0381, 0.0261
O, 5.9481, 5.1878, 23.2628, -0.2363, 0.1687, 0.3026
O, 3.1058, 2.2179, 23.2759, -0.0672, 0.0332, 0.0455
O, 2.1734, 9.1824, 23.2697, -0.2021, 0.155, 0.006
O, 8.6297, 7.7279, 23.4377, -0.0514, 0.0599, 0.0221
O, -0.1417, 10.4702, 23.3523, 0.0394, -0.0204, 0.0093
Si, 4.3876, 1.57, 22.4692, 0.0408, -0.0059, -0.0098
Si, 3.4927, 7.9714, 13.9828, -0.0068, -0.0061, 0.0114
Si, 7.1209, 0.9948, 14.6381, -0.0144, 0.0037, -0.0043
Si, 0.8022, 9.4953, 22.4553, 0.0283, -0.1394, 0.0902
Si, 1.1819, 4.3289, 11.8495, 0.001, -0.0105, 0.0271
Si, 6.2676, 8.9994, 15.2793, -0.0003, 0.0026, -0.0141
Si, 0.6713, 1.39, 12.2504, -0.0001, -0.0055, 0.0175
Si, 8.6251, 4.9655, 20.487, 0.0954, 0.1086, 0.0113
Si, 0.3262, 5.7288, 9.3306, -0.0052, -0.0048, 0.0449
Si, 5.1011, 3.1585, 17.9186, -0.0064, -0.0046, -0.014
Si, 0.8906, 3.7888, 16.6878, 0.005, 0.0098, -0.0225
Si, 10.4198, 2.9181, 19.1666, -0.0048, 0.0078, -0.0258
Si, 5.2783, 1.1941, 10.3274, -0.0025, 0.0038, 0.0379
Si, 0.8603, 0.2392, 19.7383, 0.0462, 0.0223, -0.0089
Si, 6.6375, 9.4734, 10.8244, 0.0124, -0.0056, 0.0357
Si, 9.3171, 9.7249, 18.2365, 0.002, -0.0256, -0.0232
Si, 9.3892, 9.2567, 12.5061, -0.0007, -0.0091, 0.0188
Si, 6.5782, 3.8635, 22.5592, -0.0142, -0.1201, 0.1071
Si, 2.4485, 8.0729, 9.344, 0.0059, -0.0058, 0.0549
Si, 10.5957, 7.4079, 17.0383, 0.0016, 0.0047, -0.0247
Si, 2.5132, 6.3351, 16.534, -0.0107, -0.0022, -0.0129
Si, 10.17, 4.5195, 14.1489, -0.0018, 0.0026, 0.0092
Si, 6.1232, 9.2245, 18.4738, 0.0042, 0.0212, -0.0257
Si, 7.9674, 2.5802, 9.5501, 0.0095, -0.0086, 0.0348
Si, 8.8736, 2.1701, 12.4175, 0.0042, -0.0061, 0.0236
Si, 5.3357, 6.2889, 18.0375, -0.0174, -0.013, -0.0321
Si, 3.9201, 0.5969, 19.4505, 0.0117, 0.0143, -0.0016
Si, 4.2789, 3.8525, 12.0274, 0.0065, 0.0081, 0.018
Si, 5.5377, 6.6193, 12.1063, 0.0018, -0.0011, 0.0215
Si, 8.0101, 2.5635, 17.1758, 0.0021, 0.0049, -0.0147
Si, 4.3527, 2.4977, 14.945, 0.0008, -0.0008, 0.0024
Si, 1.5328, 1.2382, 15.2169, 0.0053, 0.0042, -0.0065
Si, 1.5663, 9.4333, 11.9928, -0.0104, 0.0111, 0.0379
Si, 8.045, 6.8794, 13.829, -0.0016, -0.0083, -0.0055
Si, 10.3688, 9.8539, 15.4213, 0.0149, -0.0029, -0.0145
Si, 9.8137, 7.0177, 22.5609, 0.0239, 0.0462, 0.0148
Si, 8.1084, 5.5376, 17.3891, 0.0107, -0.0014, -0.0215
O, 6.0477, 7.9711, 11.2547, 0.0013, 0.0096, -0.0134
O, 5.9902, 9.2296, 16.8552, -0.0004, -0.0019, 0.0122
O, 7.6715, 1.3937, 13.1613, 0.0017, 0.0048, -0.0058
O, 0.8993, 1.7684, 13.8188, -0.0004, 0.0008, -0.0047
O, 9.4318, 6.2962, 16.8523, -0.01, 0.0006, 0.0142
O, 6.7481, 6.2249, 13.1156, -0.0048, 0.0055, -0.0059
O, 5.1363, 4.7013, 18.5729, 0.0023, 0.0045, 0.0114
O, 9.2339, 2.2401, 18.2239, 0.0106, -0.0124, 0.0093
O, 2.3726, 0.1445, 19.0316, -0.018, -0.0004, -0.0121
O, 9.3506, 10.2331, 16.662, -0.0046, 0.016, 0.0252
O, 2.7907, 4.4457, 11.6859, -0.0096, 0.0024, -0.0085
O, 5.0624, 10.3658, 19.073, 0.0081, -0.0097, -0.0006
O, 9.4201, 3.2688, 13.4565, -0.0014, 0.0021, -0.0079
O, 0.4745, 1.8308, 19.8741, -0.0075, 0.0096, 0.0198
O, 3.1497, 1.3735, 15.029, -0.001, 0.0061, 0.001
O, 8.173, 5.4308, 19.0045, -0.0059, -0.0101, 0.0007
O, 3.8914, 6.6313, 17.354, 0.0125, 0.0021, 0.0081
O, 4.5559, 3.2993, 16.3667, 0.0039, 0.0016, 0.0071
O, 9.0616, 5.6994, 14.2749, 0.0024, -0.0003, -0.0027
O, 5.4423, 2.7674, 22.157, 0.0336, 0.0525, 0.0121
O, 10.6584, 4.1748, 15.6467, 0.0011, -0.0006, -0.0081
O, 0.3631, 3.9363, 18.2228, -0.0111, -0.0093, 0.0223
O, 10.4123, 10.6233, 19.0475, 0.0018, 0.0011, 0.0412
O, 9.6502, 10.0397, 13.9563, -0.0027, -0.0018, -0.0035
O, 10.9023, 8.1308, 22.0887, -0.0033, 0.0168, -0.003
O, 1.1957, 2.2031, 16.4804, -0.0028, -0.0039, 0.0067
O, 9.7801, 3.8158, 20.3692, -0.0277, -0.0062, 0.0139
O, 8.11, 4.0943, 16.6435, -0.002, 0.0064, 0.0174
O, -0.0428, 9.109, 11.8434, 0.0075, 0.0045, -0.0116
O, 6.5854, 2.454, 17.9664, 0.002, -0.0004, 0.0054
O, 5.5771, 10.7274, 11.1718, -0.0045, 0.0076, -0.0087
O, 7.7383, 9.6322, 18.7813, 0.0058, 0.0033, 0.0108
O, 10.0209, 1.0498, 12.0228, -0.0013, 0.0056, -0.0091
O, 1.3181, 6.9663, 9.0182, -0.0007, 0.0065, -0.0172
O, 0.6233, 4.7858, 13.318, 0.0058, 0.0035, -0.0143
O, 5.6898, 7.6676, 18.955, 0.0003, 0.0012, 0.0204
O, 5.2359, 5.0998, 11.495, -0.0009, -0.0025, -0.0078
O, 2.7185, 7.0429, 15.0815, 0.003, 0.0005, 0.0024
O, 0.9032, 2.7687, 11.4232, 0.0015, 0.0062, -0.0123
O, 0.8375, 10.7197, 15.5127, 0.0007, 0.0009, 0.0062
O, 2.4066, 8.5957, 10.8756, 0.0075, -0.0086, -0.0314
O, 4.6993, 2.444, 11.2513, 0.0007, -0.0121, -0.0158
O, 4.2521, 3.5269, 13.6572, -0.0031, 0.0033, -0.0098
O, 2.2004, 4.7292, 16.4074, 0.0004, -0.0022, 0.0087
O, 10.7148, 8.2731, 15.647, -0.0057, 0.0003, 0.0098
O, 6.9435, 10.3269, 14.6477, -0.001, 0.0006, 0.0032
O, 2.3411, 8.9918, 13.3792, -0.0034, 0.0018, -0.0114
O, 8.0406, 1.5802, 15.8667, 0.0025, 0.0016, 0.0075
O, 4.1187, 7.0204, 12.8146, 0.0043, 0.0008, -0.0065
O, 4.1886, 2.0585, 18.7277, -0.0089, -0.0035, 0.0106
O, 7.3119, 4.3337, 21.1923, -0.0984, 0.0219, 0.1114
O, 8.4043, 2.9521, 11.071, 0.0002, -0.0003, -0.0226
O, 1.1835, 6.9005, 17.3232, -0.0055, 0.008, 0.0104
O, 5.651, 1.5973, 14.7439, 0.0012, 0.0018, 0.0019
O, 8.1303, 9.7734, 11.5301, -0.0092, 0.0029, -0.0099
O, 9.1675, 6.286, 21.2683, -0.04, -0.0412, -0.0629
O, 8.9457, 7.7307, 12.799, 0.0016, 0.0048, -0.0027
O, 1.6385, 0.1397, 11.8238, 0.0035, -0.0014, -0.01
O, 6.6482, 6.2105, 17.0435, -0.0002, 0.0082, 0.0075
O, 7.4007, 7.8376, 15.0004, -0.0031, 0.0048, 0.0036
O, 1.0926, 10.34, 21.1045, -0.005, 0.0169, 0.0186
O, 10.0359, 8.2583, 18.3056, -0.0006, 0.0122, 0.0223
O, 3.9488, 0.8668, 21.0711, -0.0147, -0.0222, -0.026
O, 0.3497, 5.364, 10.9014, -0.0067, 0.006, -0.0228
O, 6.6949, 1.5812, 9.6173, 0.0025, 0.0049, -0.0164
O, 4.7889, 8.7477, 14.617, 0.0049, 0.0062, 0.0029

Results
free energy: -143605.717 eV
free energy less fixed offsets of As -4856.12, O -568.88, Si -635.61 eV per atom: 1.753 eV

The program warned: the cutoff lies below the one the program advises for these potential files; the exchange-correlation potential is rough where the density is thin.
